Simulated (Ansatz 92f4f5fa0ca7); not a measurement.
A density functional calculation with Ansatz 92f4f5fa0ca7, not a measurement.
Periodic cell of 256 atoms, Si144O112, from a study of silicon, its oxide and their interface. The atomic structure is a simulated model.
This geometry differs little from another in the collection (a relaxation step or a small displacement).

Settings: functional r2SCAN; potential files Ansatz PAW; basis plane waves; wave-function cutoff 800 eV; density cutoff ratio 5; exchange-correlation grid ratio 1; k mesh 1 x 1 x 1, shifted by 0.5 0.5 0 of a step; self-consistency stop 1e-10 eV per atom in the density residual; occupations fixed; spin none; net charge 0.

Cell vectors (angstrom)
a 10.888 0 0
b 0 10.888 0
c 0 0 36.3781

Atoms: element, x, y, z (angstrom)
Si -0.1258 0.0955 -0.0817
Si 2.5614 2.9425 0.2964
Si 0.317 5.1273 -0.1539
Si 3.2279 7.6803 -0.0311
Si 5.7365 -0.2372 0.2094
Si 7.4946 3.1987 0.0685
Si 5.3599 5.4602 0.4366
Si 7.8406 8.3203 0.0643
Si 1.3034 1.3078 1.3682
Si 3.9884 4.1026 1.6979
Si 1.406 6.7629 1.2016
Si 4.1106 9.4238 1.3581
Si 6.7276 1.4524 1.4837
Si 9.4305 4.1346 1.1576
Si 6.8019 6.8548 1.5676
Si 9.4486 9.5753 1.2789
Si -0.1127 2.7372 2.6373
Si 2.7024 -0.0702 2.6822
Si 0.0139 8.1778 2.5599
Si 2.5997 5.5241 2.8551
Si 5.3724 2.6832 2.9081
Si 8.158 0.0545 2.7457
Si 5.4238 8.2052 2.8722
Si 8.2273 5.4432 2.7383
Si 1.244 4.0809 4.0836
Si 4.0106 1.2863 4.1435
Si 1.338 9.4831 4.0335
Si 4.0378 6.8366 4.1758
Si 6.8287 4.0789 4.1107
Si 9.5206 1.3834 4.1003
Si 6.8017 9.5913 4.1373
Si 9.579 6.8346 4.0352
Si 0.0128 -0.0077 5.4085
Si 2.66 2.7177 5.4189
Si -0.0374 5.4646 5.4739
Si 2.6766 8.1913 5.4948
Si 5.4215 0.0031 5.5155
Si 8.1584 2.7182 5.4874
Si 5.441 5.4376 5.4468
Si 8.1934 8.1772 5.405
Si 1.3583 1.3517 6.7906
Si 4.0604 4.0683 6.7789
Si 1.3454 6.7992 6.8425
Si 4.057 9.5295 6.8477
Si 6.7939 1.3662 6.8533
Si 9.5081 4.0927 6.8358
Si 6.8295 6.7998 6.7637
Si 9.5421 9.5223 6.7782
Si 0.0175 2.7153 8.144
Si 2.7243 0.04 8.1891
Si -0.0056 8.1843 8.1813
Si 2.7182 5.4203 8.1715
Si 5.4215 2.7456 8.1738
Si 8.1893 -0.0276 8.1574
Si 5.4459 8.1215 8.1128
Si 8.1533 5.4576 8.1819
Si 1.3563 4.0602 9.5432
Si 4.076 1.4092 9.5584
Si 1.3638 9.5604 9.5264
Si 4.1175 6.7681 9.4984
Si 6.7945 4.0878 9.5332
Si 9.5896 1.3312 9.4922
Si 6.7966 9.4676 9.4568
Si 9.5338 6.8073 9.5388
Si 0.0398 0.0219 10.9429
Si 2.7021 2.7432 10.9692
Si 0.0035 5.4319 10.9035
Si 2.7715 8.1832 10.7921
Si 5.4847 -0.0166 10.7826
Si 8.2297 2.6985 10.7867
Si 5.4245 5.4127 10.924
Si 8.1251 8.1336 10.868
Si 1.3654 1.4049 12.3921
Si 4.0745 4.0871 12.3455
Si 1.4659 6.821 12.1595
Si 4.1053 9.5655 12.1368
Si 6.9572 1.2528 12.0811
Si 9.5086 4.0258 12.2374
Si 6.8121 6.7431 12.2679
Si 9.4961 9.5082 12.1796
Si 0.0003 2.8248 13.7609
Si 2.8336 0.0208 13.6241
Si -0.1118 8.0076 13.4062
Si 2.7475 5.5716 13.7208
Si 5.5693 2.5548 13.3599
Si 8.2964 0.0257 13.6358
Si 5.4924 8.2455 13.4649
Si 8.0835 5.2862 13.6545
Si 0.8642 4.7355 14.9075
Si 4.5823 1.0178 14.7888
Si 1.8136 9.5789 15.2262
Si 3.9538 7.2917 14.9056
Si 6.9253 3.6076 14.8903
Si 9.3555 1.6123 15.1098
Si 6.7359 9.6688 14.8472
Si 9.8746 6.3003 14.7145
Si 18.3763 -11.6762 29.5095
Si 0.7568 10.6306 20.344
Si 28.3239 -0.3658 25.3901
Si -8.8746 4.8268 24.9439
Si 21.6622 10.6469 17.2735
Si 23.7672 -2.9193 24.7759
Si 20.1146 -10.0589 25.5165
Si 30.405 -0.311 32.2985
Si 20.709 -13.7355 28.6672
Si 29.1575 -12.8924 21.6052
Si 25.7608 12.0601 34.5961
Si 37.1969 6.7151 17.733
Si 1.9282 -1.2498 34.4574
Si 35.7771 -0.6775 30.0097
Si 33.4563 -11.2542 31.8386
Si 24.2133 -9.9536 27.5743
Si 16.6689 2.3909 19.6445
Si 40.7253 -2.9505 33.4395
Si 15.667 -7.8284 16.9494
Si 19.9932 -19.7673 34.2376
Si 26.7529 -9.6175 23.3928
Si 7.1187 -3.0058 24.5003
Si 20.4966 -4.2944 31.2887
Si 23.7967 -2.7952 21.5366
Si 34.0684 -19.106 31.7328
Si 4.7817 -13.3679 26.2619
Si 17.0013 -16.3592 19.8614
Si 17.4822 -6.8668 27.6117
Si 39.0233 -7.3314 30.5061
Si 4.1679 -9.2201 31.5744
Si -0.7902 12.2351 22.6196
Si 10.8091 4.5423 33.3174
Si 41.3882 -3.8741 19.7229
Si 15.0784 -7.8861 25.8449
Si 52.0293 -15.7081 26.4802
Si 28.4325 -15.4573 31.3122
Si 14.0291 -9.3843 21.0796
Si 34.9294 -16.9697 17.7249
Si 11.0737 2.617 29.0177
Si 26.8199 -13.6376 29.2837
Si 40.8916 2.0179 28.9865
Si 22.9832 -7.2987 22.2842
Si -10.2525 5.6063 20.2428
Si -2.171 19.1228 16.8843
Si 21.2898 3.6871 26.4182
Si 0.3452 -1.1686 26.6112
Si 37.4858 -2.9342 20.3201
Si 29.1954 -20.6461 21.614
O -6.5446 6.5016 -0.3992
O 10.0597 1.0086 -19.8969
O -0.8334 12.0355 -1.132
O 38.7313 -1.9802 -15.7084
O 24.0935 -18.9187 -15.0043
O 12.428 -0.6395 -5.9517
O -0.5277 5.3414 -4.4015
O 12.3231 3.9463 -0.3233
O 5.5475 3.3391 -9.7598
O 12.3429 -1.3679 -3.4536
O 7.687 10.4424 -14.4507
O -2.8486 9.5522 -2.9767
O -10.2458 -11.9485 -0.9565
O 18.7121 2.8594 -6.0511
O 26.1538 1.711 -3.2252
O 32.5073 -10.5163 21.5108
O 1.3415 10.3329 16.5977
O 3.5126 3.7707 17.671
O 4.7502 -3.1844 27.7354
O 4.0839 12.7731 16.0774
O 17.9901 5.4568 27.0836
O 31.9895 -15.3905 19.6975
O 9.8402 10.5049 26.3892
O 9.4079 -3.9025 16.1316
O 33.5541 -6.9616 25.6442
O 7.442 -2.0408 16.0835
O 31.5787 -1.5009 17.1061
O 14.6041 11.7605 22.4636
O 11.1345 -6.3772 21.3656
O 1.5363 -0.0815 26.7134
O 36.1963 -2.4201 21.1128
O 14.2275 0.054 28.584
O 2.1998 11.3394 20.3286
O 13.7387 -2.5319 15.5109
O 3.3973 4.3901 25.6487
O 17.8773 12.2936 20.0815
O 1.9892 8.1588 23.161
O 7.6628 5.8341 20.0377
O 0.4428 -1.9135 14.6208
O 29.227 -21.1523 28.7216
O -1.4818 4.8577 25.9991
O 7.5896 -20.9318 25.7059
O 18.5035 -0.3857 31.0628
O 16.5645 -14.2041 25.1839
O 8.7544 12.848 21.9652
O 11.3479 3.1331 30.5103
O 26.1394 1.8117 20.1057
O 23.7707 4.479 23.3701
O 12.1557 -6.369 16.4897
O 25.4334 -13.0813 29.9208
O 17.138 -27.9015 31.5886
O 48.7302 -15.3615 20.7494
O 24.581 10.973 34.5997
O 5.92 -6.7034 29.0737
O 7.5742 -34.1908 24.9478
O 38.7657 -12.4289 29.2744
O 8.6323 -2.6957 20.8393
O 6.3817 4.3719 36.0673
O 34.3299 -15.147 20.955
O 15.4965 8.0081 18.7064
O 14.2029 -13.2634 25.5687
O 11.6002 8.7731 25.3536
O 29.961 -4.0397 25.0974
O 28.8514 -13.8377 22.8922
O 32.4723 -7.068 28.0135
O 38.8882 -20.0174 22.5016
O 33.6518 30.8661 20.7843
O 27.355 5.6204 18.3336
O 16.6563 14.8675 16.0168
O 36.0196 -9.028 26.6332
O 20.5682 -10.3012 23.9816
O 7.7806 2.4586 35.0274
O 21.8688 -0.0304 18.8752
O 19.0357 -4.6581 30.6683
O 5.6197 -11.0131 15.3823
O 15.4288 -19.323 24.3769
O 46.456 -8.3053 31.1659
O 32.9253 -8.385 23.012
O 32.6905 5.5049 34.6327
O 16.176 -21.2987 35.2026
O 30.4413 -20.6312 32.9609
O 14.8426 0.1305 31.1333
O 24.7488 -4.6291 17.7056
O 19.1539 -3.221 18.3201
O 4.9186 -3.9482 16.187
O 20.679 -9.2609 29.0638
O 11.8712 1.1924 32.2842
O 8.1118 -8.2561 15.5274
O 20.2608 -3.3258 32.5675
O 16.8549 14.7629 20.2754
O 10.1067 -11.56 31.7381
O 6.7866 -1.377 36.0775
O 44.8502 -7.1124 32.9072
O 45.3557 -4.4825 25.1368
O 20.0698 -3.8932 27.6009
O 38.4426 2.44 18.0444
O 20.669 14.2482 33.6958
O 23.2579 -9.023 28.4678
O 27.3123 -22.8069 26.4895
O 28.5731 -25.4718 32.6931
O 52.2465 -23.5358 29.0701
O 5.4995 -0.0086 24.2116
O 32.8341 -23.8551 27.9484
O 55.8071 -6.1138 19.0604
O -2.7203 -3.3391 35.0139
O 31.6223 -8.6591 26.0202
O -7.386 2.4386 35.4512
O 10.3628 29.0623 30.0221
O 27.3943 -14.809 30.2496
O 2.7402 8.3153 34.9081
O 38.0982 -8.5815 30.8628
O 29.6398 -18.7578 27.7634

Results
free energy: -155991.893 eV
free energy less fixed offsets of O -570.45, Si -639.56 eV per atom: -4.853 eV

Forces (eV/angstrom), in the order of the atoms: element, x, y, z
Si -0.0013 0.002 -0.0167
Si 0.0056 -0.0024 -0.0169
Si -0.0016 0.0027 -0.0185
Si -0.0003 -0.0013 -0.0167
Si -0.0003 0.0027 -0.0138
Si -0.0031 -0.0003 -0.0182
Si -0.0003 -0.0001 -0.0111
Si 0.0018 -0.0069 -0.021
Si 0.0013 0.0004 0.0029
Si -0.0004 -0.0002 0.0032
Si 0.0018 0.0001 -0.0005
Si 0.0006 -0.0011 0.0029
Si 0.0008 0.0001 0.0008
Si -0.0002 -0.0006 0.0013
Si -0.0026 -0.0007 0.0001
Si -0.001 -0.0009 0.0014
Si -0.002 0.0018 -0.0027
Si -0.0007 -0.0015 -0.0005
Si 0.0002 0.0007 -0.0012
Si -0.0005 0.0004 0.0022
Si -0.0001 0.0017 -0.0007
Si -0.0012 0.0006 -0.0011
Si -0.0009 0.0003 0.0011
Si -0.0001 -0.0019 -0.0002
Si 0.0003 -0.001 0.0001
Si -0.0003 -0.001 -0.0005
Si 0.0001 -0.0003 0.0002
Si 0.0003 -0.0005 0.002
Si -0.0004 0 -0.0013
Si -0.0005 -0.0004 0.0001
Si -0.0012 0.001 -0.0008
Si 0.0009 0 -0.0013
Si -0.0004 -0.0005 -0.0003
Si 0 0 0.0011
Si 0.0014 0.0003 -0.0013
Si 0.0007 -0.0002 0.0003
Si -0.0004 -0.0001 -0.0002
Si -0.0009 -0.0012 -0.0004
Si -0.0015 -0.0008 -0.0009
Si -0.0004 -0.0011 0
Si -0.0006 -0.0001 -0.0013
Si -0.0003 -0.0005 -0.0007
Si -0.0001 -0.0005 -0.0003
Si -0.0006 -0.0003 -0.001
Si -0.0008 -0.001 -0.0004
Si -0.0005 -0.0008 -0.0009
Si 0.0008 0.0001 -0.0012
Si -0.001 -0.0009 -0.0009
Si -0.0002 0.0001 -0.0002
Si -0.0006 -0.0003 0
Si -0.0005 0 -0.0004
Si -0.0011 -0.0006 -0.0001
Si -0.0006 0 -0.0001
Si -0.0003 0.0004 -0.0011
Si -0.0018 0.0007 0.0001
Si -0.0014 0 0.0002
Si 0.0009 -0.0003 -0.0007
Si -0.0005 0.0002 -0.0008
Si -0.001 0.0006 0.0002
Si 0.0008 0.0007 -0.0003
Si -0.0011 -0.0005 0
Si 0.0001 -0.0007 -0.001
Si -0.0013 -0.0005 -0.0013
Si -0.0015 0.0001 -0.001
Si 0.0003 -0.0006 -0.0001
Si -0.0015 0.0001 -0.0008
Si -0.0017 -0.0009 -0.0013
Si 0.0014 0.0005 -0.0016
Si -0.0008 -0.001 -0.0015
Si 0 0.0002 -0.0019
Si -0.0009 -0.0004 0
Si 0.0014 0 -0.002
Si -0.0008 0.0002 0
Si -0.0001 0.0001 0
Si 0.0005 0.0019 0.0027
Si -0.0008 0.0002 -0.001
Si 0.0005 -0.0004 0.0012
Si -0.0005 -0.0003 -0.0008
Si -0.0012 -0.0004 0.001
Si 0.0004 0.0003 -0.0004
Si 0.001 -0.0008 0.0034
Si 0.0004 0.0015 0.0027
Si -0.0003 -0.0012 -0.0074
Si 0.0012 0.0005 -0.0002
Si -0.0004 -0.0016 0.0021
Si 0.0005 -0.0002 -0.0012
Si -0.0009 -0.0012 0.0019
Si -0.0007 0.0015 0.0021
Si -0.0015 0 -0.0136
Si -0.0009 -0.0021 -0.011
Si 0.0033 0.0004 -0.0126
Si -0.0026 0.0023 -0.0102
Si 0.0009 0.0009 -0.0061
Si -0.0018 0.0024 -0.0093
Si -0.001 0.0014 -0.0102
Si -0.0016 -0.0069 -0.0062
Si 0.0003 0.0019 0.0054
Si 0.0024 0.0011 0.0033
Si 0.003 -0.0012 0.0106
Si -0.0017 -0.0007 0.0189
Si -0.0038 -0.0027 -0.0084
Si 0.0007 0.0021 0.0295
Si -0.0033 0.0018 0.018
Si 0.0014 -0.0011 -0.0119
Si -0.0019 -0.0006 0.0084
Si -0.002 0.0013 0.0084
Si -0.0045 0.004 -0.0196
Si -0.0037 0.0028 -0.0101
Si -0.0078 0.008 -0.0292
Si 0.0006 0.0023 0.003
Si -0.0068 0.0039 -0.0063
Si 0.0019 -0.0043 0.0096
Si -0.0033 -0.0029 0.0134
Si 0.0007 -0.0024 -0.0196
Si 0.0013 0 -0.0133
Si 0.0037 -0.0038 -0.0222
Si -0.001 -0.0011 0.0151
Si 0.0016 -0.0012 0.0267
Si 0.0006 -0.0006 -0.0024
Si 0.0002 0.0005 0.024
Si -0.0007 -0.0026 -0.0084
Si 0.0001 0.0003 0.0127
Si -0.0002 -0.0004 0.004
Si 0.0016 -0.0003 0.0112
Si -0.0052 -0.0072 0.005
Si 0.0024 0.0031 0.0081
Si -0.0017 0.0024 0.0138
Si 0.0028 0.0008 -0.0206
Si 0.0013 0.0009 -0.0002
Si 0.0003 -0.0012 0.0156
Si 0.0009 -0.0005 0.0108
Si 0.0001 -0.0009 -0.0021
Si -0.0001 0.0005 0.0083
Si -0.0012 0.0034 -0.008
Si -0.0006 0.002 0.0089
Si 0.0023 0.0016 0.005
Si -0.0005 0.001 0.0067
Si 0.0033 -0.0012 0.0134
Si 0.0025 -0.0006 0.003
Si 0.0034 0.0039 -0.0095
Si -0.0013 0.0032 0.01
Si 0.0028 0.0014 0.0101
Si 0.0005 0.0039 0.0098
Si 0.0027 0.0014 0.0087
O 0.0005 0.001 0.0023
O 0.0046 -0.0041 0.0138
O 0.0054 -0.0076 0.0139
O -0.0003 -0.0035 -0.0023
O 0.0021 -0.0003 -0.0037
O -0.0014 0.0003 0.0009
O 0.002 -0.0031 0.0072
O 0.0029 -0.0048 0.008
O -0.0029 -0.0027 -0.0105
O 0.0027 0.0009 0.0253
O 0.0019 -0.0005 -0.0061
O -0.0012 -0.0041 0.0136
O 0.0036 0.0053 0.006
O -0.0034 0.0001 -0.0043
O -0.0075 -0.0049 0.0156
O 0.0022 -0.0028 -0.0051
O -0.0065 0.0013 0.0064
O -0.0023 0.0045 0.0018
O 0.0009 0.0007 -0.0065
O 0.0003 0.0054 0.0096
O -0.0005 0.0005 -0.0016
O -0.0007 -0.0003 -0.0003
O -0.0002 0.0029 -0.0058
O -0.0022 0.0063 0.0118
O 0.0039 0.0056 -0.0069
O 0.005 -0.0033 0.0095
O 0.0008 0.0019 0.0077
O -0.0005 0.0001 -0.0074
O -0.0007 0.0019 -0.0061
O -0.002 -0.0032 -0.0039
O 0.0014 0.0001 -0.0026
O -0.0005 0.0021 -0.0028
O -0.0044 -0.0008 -0.0036
O -0.0055 0.0002 0.0043
O -0.002 0.0017 -0.005
O 0.0004 0.0022 -0.0047
O -0.0008 0.0004 0.0018
O -0.0007 -0.0005 -0.0013
O 0.0044 0.0023 0.005
O -0.0009 0.0008 -0.0007
O 0.0012 -0.0027 -0.0055
O -0.0005 -0.0001 -0.007
O -0.0017 -0.0008 0
O 0.0025 0.0004 -0.0058
O -0.0009 -0.0016 -0.002
O -0.0003 0.0002 -0.0019
O 0.0056 0.0033 -0.0038
O -0.0008 -0.0019 -0.0106
O 0.0054 0.0002 0.0185
O 0.0022 -0.0029 -0.0014
O 0.0009 -0.0015 -0.0045
O 0.0007 -0.0009 -0.0015
O 0.0022 -0.005 -0.0059
O 0.0016 0.0001 -0.0035
O 0.0009 -0.002 -0.0048
O -0.0005 -0.0004 -0.005
O 0.0014 -0.0016 -0.0013
O -0.0009 0.0012 0.0025
O -0.0013 -0.0007 -0.0035
O 0.0017 -0.001 0.0025
O -0.0022 0.0008 -0.0058
O 0.0021 -0.0032 -0.0079
O -0.0032 0.0046 -0.0102
O -0.0014 0.0006 -0.0088
O -0.0002 0.001 -0.0072
O 0.0044 0.0018 -0.0084
O -0.0007 0.0014 -0.0049
O 0.0017 -0.0027 0.0032
O -0.0029 0.0001 0.0068
O 0.0024 0.0035 -0.0072
O 0.0036 0.0015 -0.0135
O -0.0064 0.0056 0.0196
O -0.0001 0.0006 0.0037
O 0.0012 0.0017 0
O 0 -0.0002 0.0061
O -0.0019 -0.0035 -0.0111
O 0.0032 -0.0051 0.0025
O 0.0012 -0.0007 -0.0061
O 0.0026 0.0003 0.0216
O 0 -0.0058 0.0153
O 0.0023 0.005 0.0096
O 0.0007 0.001 0.0025
O 0.0024 -0.0057 0.0009
O -0.0009 -0.0016 0.0029
O 0.005 -0.0024 0.0145
O 0.0002 0.0004 -0.0025
O -0.0029 -0.0006 0.003
O 0.0006 0.0004 0.0037
O -0.0028 0.0007 0.0059
O -0.0004 0.0021 -0.0027
O -0.002 0.0002 -0.0015
O -0.0011 0.0019 0.0026
O -0.0025 0.0033 0.0071
O 0.002 0.0005 -0.0072
O -0.0016 -0.0016 -0.0048
O 0.0004 0.0005 0.0082
O -0.0022 -0.0021 0.0094
O 0.0034 -0.0014 -0.0009
O 0.0007 0.0018 -0.0062
O 0.0031 0.0025 0.0051
O 0.0031 -0.0004 -0.004
O -0.0009 0.0029 -0.0084
O 0.0015 0.0004 -0.005
O -0.0005 0.0009 0.0002
O -0.0026 0.0032 0.0215
O 0.0002 -0.0037 -0.0057
O -0.0042 -0.0043 0.0131
O -0.0018 -0.0014 -0.0003
O 0.0003 0.001 -0.0016
O 0.0035 -0.0045 0.0183
O 0.0054 0.0086 0.0032
O -0.0004 0.001 -0.004

The program warned: the cutoff lies below the one the program advises for these potential files; the forces do not sum to zero within the program's tolerance; empty levels may hold ghost states of the PAW files; the exchange-correlation potential is rough where the density is thin.
